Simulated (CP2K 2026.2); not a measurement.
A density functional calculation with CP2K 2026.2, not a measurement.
Periodic cell of 504 atoms, Si360O144, from a study of silicon, its oxide and their interface. The atomic structure is a simulated model.
Doubt: the forces sum to 2.47 eV/angstrom along one axis rather than to zero, so they err by at least 0.0049 eV/angstrom per atom on average; the grid cutoff is modest.

Settings: functional PBE; method Gaussian and plane waves; basis set DZVP-MOLOPT-SR-GTH; pseudopotentials GTH-PBE; grid cutoff 350 Ry, relative cutoff 50 Ry; k points Gamma only; occupations fixed; spin none; net charge 0.

Cell vectors (angstrom)
a 16.32 0 0
b 0 16.32 0
c 5.1 -2.9572 33.834

Atoms and the computed forces on them: element, x, y, z (angstrom), force x, y, z (eV/angstrom)
Si 6.219 12.282 33.759 0.157 -0.202 0.738
Si 4.275 1.135 0.111 -0.071 0.205 0.706
Si 1.295 4.448 0.213 0.191 -0.307 0.662
Si 3.761 7.037 0.153 0.237 -0.049 0.745
Si 6.579 6.231 33.805 -0.159 0.225 0.703
Si 9.359 8.872 33.755 -0.329 0.439 0.628
Si 6.506 15.265 0.133 0.052 -0.125 0.768
Si 9.29 1.606 0.201 0.035 -0.173 0.777
Si 12.313 0.985 33.779 -0.405 0.139 0.683
Si 9.803 6.37 0.023 -0.147 0.329 0.688
Si 6.665 9.698 0.031 0.275 -0.298 0.684
Si 14.965 9.078 33.772 -0.382 0.31 0.617
Si 12.5 14.862 0.073 -0.201 0.153 0.772
Si 15.386 1.253 0.214 -0.198 -0.026 0.706
Si 12.005 4.155 0.247 0.174 -0.063 0.681
Si 15.113 6.423 0.083 -0.169 0.298 0.622
Si 12.044 9.69 0.186 0.206 -0.242 0.709
Si 19.646 9.493 33.777 0.387 -0.123 0.738
Si 2.707 -0.046 1.369 -0.022 0.013 -0.06
Si 5.464 2.841 1.218 0.017 -0.011 -0.049
Si 2.703 5.586 1.633 0.026 0.027 -0.032
Si 5.481 8.123 1.307 -0.011 -0.001 -0.057
Si 2.645 10.8 1.273 0.003 -0.019 -0.065
Si 5.339 13.558 1.223 0.002 -0.03 -0.05
Si 8.088 0.048 1.455 -0.023 -0.003 -0.048
Si 10.815 2.699 1.579 -0.027 -0.004 -0.051
Si 8.243 5.384 1.467 0.019 -0.019 -0.057
Si 10.85 8.064 1.319 -0.002 -0.027 -0.036
Si 8.231 10.912 1.26 0.004 0.013 -0.026
Si 10.872 13.685 1.307 0.008 -0.01 -0.06
Si 13.68 0.087 1.365 0.024 0.004 -0.03
Si 0.245 2.747 1.501 -0.012 0.03 -0.033
Si 13.594 5.344 1.47 -0.01 -0.021 -0.037
Si 16.225 8.112 1.323 -0.003 0 -0.053
Si 13.588 10.902 1.428 -0.001 0.034 -0.088
Si 16.294 13.565 1.158 -0.034 0.028 -0.074
Si 1.498 1.34 2.831 0.004 -0.014 0.03
Si 4.138 4.108 2.725 0.002 -0.042 -0.007
Si 1.247 6.882 2.86 -0.017 0.036 0.042
Si 4.072 9.495 2.669 -0.017 -0.026 0.029
Si 1.327 12.235 2.594 -0.013 0.016 -0.006
Si 4.042 14.882 2.689 0.045 0.012 0.024
Si 6.743 1.471 2.736 -0.005 0.046 0.023
Si 9.515 4.078 2.919 -0.019 -0.005 0.044
Si 6.814 6.778 2.701 -0.001 0.01 0.017
Si 9.505 9.485 2.661 0.01 0.018 0.019
Si 6.801 12.26 2.598 -0.029 -0.016 0.019
Si 9.495 14.974 2.707 0.019 0.015 0.024
Si 12.273 1.335 2.776 0.005 -0.012 0.017
Si 15.017 4.019 2.784 0.02 -0.009 0.023
Si 12.246 6.788 2.747 -0.022 -0.006 0.019
Si 14.964 9.527 2.713 -0.005 -0.019 0.011
Si 12.195 12.286 2.726 0.001 0.018 0.039
Si 15.009 14.945 2.662 0.007 -0.026 0.042
Si 16.352 -0.026 4.075 -0.021 -0.009 -0.008
Si 2.821 2.736 4.134 0.008 -0.007 0.017
Si 16.284 5.434 4.165 0.011 -0.005 0.002
Si 2.711 8.211 4.115 0.002 -0.01 -0.005
Si 16.337 10.894 4.037 0.011 0.006 0.014
Si 2.679 13.553 4.038 -0.012 -0.003 0.024
Si 5.405 0 4.031 -0.009 0.026 -0.026
Si 8.114 2.719 4.185 0.005 -0.007 0.006
Si 5.47 5.449 4.102 0.009 -0.009 -0.001
Si 8.148 8.167 4.058 0.007 -0.002 0.002
Si 5.447 10.888 3.996 0.005 0.003 -0.009
Si 8.134 13.591 4.032 -0.012 0.004 0.003
Si 10.884 -0.028 4.089 -0.021 0.012 0.017
Si 13.627 2.693 4.133 0.011 0.005 -0.006
Si 10.911 5.466 4.165 -0.002 -0.008 0.008
Si 13.596 8.175 4.084 -0.001 -0.004 -0.019
Si 10.854 10.865 4.041 0.016 0.001 0.004
Si 13.612 13.622 4.055 0.002 -0.001 -0.02
Si 17.679 -1.391 16.316 0.002 -0.01 -0.003
Si 4.121 1.356 16.273 0.006 -0.001 -0.013
Si 17.653 4.101 16.272 0.004 -0.007 -0.016
Si 4.068 6.824 16.294 0.005 0.001 -0.018
Si 17.656 9.527 16.366 -0.004 -0.001 -0.005
Si 4.079 12.255 16.328 0.002 -0.004 -0.007
Si 6.784 -1.364 16.306 -0.004 0.008 -0.01
Si 9.522 1.369 16.317 0.003 0.003 -0.001
Si 6.822 4.092 16.302 -0.008 0.007 -0.011
Si 9.561 6.789 16.317 -0.006 -0.006 -0.005
Si 6.798 9.544 16.285 0.004 -0.004 -0.014
Si 9.536 12.243 16.333 0 0.011 -0.008
Si 12.223 -1.374 16.318 -0.004 -0.01 -0.006
Si 14.939 1.341 16.318 0.005 0.001 -0.01
Si 12.226 4.082 16.336 0.01 -0.007 -0.001
Si 14.957 6.832 16.355 -0.001 0.004 -0.007
Si 12.256 9.503 16.351 0 0 -0.012
Si 14.968 12.199 16.343 -0.013 0.007 -0.01
Si 2.791 -0.041 17.603 0.002 0.002 -0.006
Si 5.45 2.738 17.641 0.005 0.001 0.029
Si 18.968 5.499 17.62 -0.01 0.009 -0.019
Si 5.459 8.172 17.628 -0.02 0.004 0.012
Si 2.709 10.911 17.687 0.002 0.006 0.006
Si 5.438 13.609 17.703 -0.003 -0.002 0.008
Si 8.146 -0.002 17.638 -0.011 -0.014 0.012
Si 10.865 2.724 17.71 -0.016 -0.009 0.016
Si 8.224 5.412 17.666 0.008 -0.006 -0.005
Si 10.884 8.155 17.71 0.019 -0.006 0.013
Si 8.131 10.907 17.66 0.009 0.001 -0.009
Si 10.909 13.577 17.712 0.004 0.013 0.012
Si 13.561 -0.015 17.68 0.006 -0.005 -0.015
Si 16.319 2.721 17.622 0.005 0.015 0.01
Si 13.574 5.47 17.68 -0.008 -0.004 0.012
Si 16.301 8.179 17.775 -0.004 0.001 0.003
Si 13.644 10.817 17.732 0.008 -0.009 -0.009
Si 16.313 13.57 17.693 0.007 -0.004 0.026
Si 17.743 1.327 18.875 0.002 0.019 -0.032
Si 4.005 4.126 18.892 0.005 -0.02 -0.034
Si 17.664 6.799 19.11 0.011 -0.011 -0.003
Si 4.087 9.52 18.979 -0.009 0.004 -0.039
Si 17.704 12.276 19.099 0.016 -0.004 -0.028
Si 4.11 -1.33 19.077 0.001 0.018 0
Si 6.85 1.405 19.004 -0.003 -0.005 -0.027
Si 9.539 4.078 19.125 -0.011 0.014 -0.015
Si 6.862 6.811 18.938 0.018 0.01 -0.037
Si 9.458 9.527 18.997 -0.007 -0.004 -0.032
Si 6.794 12.249 19.065 0.013 0.012 -0.005
Si 9.474 -1.384 19.001 -0.012 -0.007 -0.047
Si 12.196 1.33 19.056 0.007 -0.005 0.001
Si 14.947 4.083 18.973 0.002 -0.001 -0.033
Si 12.248 6.821 19.111 0.021 -0.016 -0.011
Si 14.974 9.518 19.22 -0.016 0.021 0.013
Si 12.29 12.173 19.06 -0.008 0.016 -0.04
Si 14.894 -1.414 19.014 -0.01 -0.022 -0.017
Si 16.349 -0.005 20.173 0.004 -0.005 0.021
Si 19.015 2.73 20.244 0.013 -0.009 0.044
Si 16.27 5.4 20.419 -0.026 0.004 0.073
Si 19.093 8.174 20.397 0.002 0.021 0.078
Si 16.406 10.9 20.544 0.015 0.007 0.086
Si 19.044 13.698 20.477 -0.001 -0.018 0.031
Si 5.49 0.079 20.375 0.007 0.002 0.058
Si 8.197 2.689 20.482 0.013 -0.006 0.053
Si 5.436 5.453 20.159 0.004 -0.019 0.036
Si 8.119 8.185 20.385 -0.004 -0.003 0.039
Si 5.412 10.878 20.368 -0.02 -0.004 0.039
Si 8.149 13.597 20.439 0.007 0.03 0.059
Si 10.806 -0.046 20.386 -0.01 -0.016 0.042
Si 13.572 2.738 20.329 0.009 0.021 0.031
Si 10.869 5.473 20.495 -0.005 0.007 0.039
Si 13.591 8.136 20.592 -0.022 -0.02 0.072
Si 10.824 10.852 20.344 0.011 0.004 0.054
Si 13.637 13.499 20.477 0.025 0.002 0.024
Si 17.433 -1.379 21.711 0.293 0.035 -0.666
Si 4.3 1.708 21.584 -0.074 -0.23 -0.767
Si 17.376 3.703 21.601 0.065 0.159 -0.73
Si 4.421 6.992 21.57 -0.12 0.01 -0.688
Si 18.086 9.778 21.794 -0.221 -0.151 -0.75
Si 3.907 12.077 21.701 0.105 0.227 -0.746
Si 7.065 -1.055 21.699 -0.129 -0.103 -0.8
Si 9.34 1.091 21.862 0.139 0.236 -0.722
Si 6.49 3.913 21.53 0.253 -0.007 -0.702
Si 9.646 7.069 21.764 -0.112 -0.265 -0.701
Si 6.525 9.313 21.711 0.17 0.118 -0.736
Si 9.69 12.358 21.739 -0.257 -0.109 -0.736
Si 11.882 -1.742 21.584 0.156 0.085 -0.807
Si 15.185 1.506 21.459 -0.155 0.009 -0.689
Si 12.476 4.27 21.727 -0.194 -0.066 -0.723
Si 14.727 6.459 21.863 0.111 0.2 -0.742
Si 11.862 9.297 21.734 0.232 0.053 -0.745
Si 15.353 12.546 21.873 -0.236 -0.205 -0.725
Si 7.025 -0.241 28.897 0.112 0.018 0.038
Si 15.643 0.339 27.053 0.05 -0.039 -0.041
Si 17.862 10.502 29.433 -0.058 -0.04 -0.041
Si 18.273 1.71 26.207 0.024 0.046 -0.069
Si 18.99 3.778 28.259 -0.022 0.009 -0.006
Si 8.426 2.113 31.816 -0.143 0.013 0.195
Si 14.989 11.546 24.902 -0.002 0.103 -0.162
Si 8.432 8.846 26.302 0.036 0.033 -0.033
Si 11.417 8.796 26.998 -0.004 -0.014 -0.082
Si 17.354 6.574 31.032 0.067 0.138 0.007
Si 18.726 13.065 28.247 -0.054 -0.054 -0.002
Si 5.99 6.944 30.81 0.023 -0.007 0.159
Si 8.253 10.052 28.887 -0.076 0.054 0.142
Si 17.666 10.92 26.485 -0.012 0.078 0.163
Si 6.376 2.627 29.741 0.043 -0.003 0.069
Si 8.865 -1.321 27.043 0.096 -0.051 -0.128
Si 17.93 4.32 24.576 0.059 -0.03 -0.073
Si 9.376 12.695 29.116 -0.03 -0.085 0.071
Si 18.131 8.652 24.715 -0.057 0.021 -0.132
Si 13.4 2.534 31.453 -0.029 0.05 0.113
Si 13.073 4.56 29.105 0.162 -0.049 0.058
Si 19.744 8.414 30.754 -0.119 0.026 0.103
Si 19.208 0.021 23.786 -0.077 0.052 -0.077
Si 11.59 -2.05 29.947 -0.003 0.008 -0.058
Si 7.064 11.954 30.733 -0.017 0.046 0.066
Si 13.036 6.822 25.575 -0.003 0.095 -0.082
Si 15.811 13.259 31.801 0.036 0.049 0.115
Si 13.59 -0.195 23.617 0.045 0.029 -0.026
Si 12.73 9.52 24.543 -0.061 -0.018 -0.114
Si 15.489 9.136 30.771 -0.006 -0.011 0.084
Si 18.977 -0.045 31.936 -0.044 0.087 0.04
Si 15.896 6.659 24.798 -0.02 0.033 -0.189
Si 8.957 8.003 30.843 0.066 0.026 0.205
Si 6.853 13.143 25.892 0.071 -0.004 0.09
Si 5.445 5.044 28.431 -0.078 0.041 -0.037
Si 13.119 12.137 31.292 -0.043 0.15 0.014
Si 15.554 1.29 29.792 -0.107 -0.03 0.075
Si 11.753 6.839 30.904 0.016 -0.068 -0.007
Si 16.242 4.278 29.162 -0.148 0.055 -0.189
Si 17.343 -1.315 29.905 -0.027 0.051 -0.033
Si 10.554 3.054 23.859 0.015 -0.11 0.036
Si 5.068 14.039 23.778 0.032 0.008 -0.136
Si 12.13 4.053 26.149 -0.172 0.05 -0.012
Si 14.315 -1.952 25.895 0.095 0.033 -0.004
Si 13.323 1.52 25.838 -0.011 -0.024 0.063
Si 8.241 5.186 23.704 0.009 0.096 -0.023
Si 11.879 -0.634 27.246 -0.099 -0.003 0.034
Si 8.059 10.863 24.036 0.028 0.02 -0.156
Si 6.662 6.316 25.875 -0.05 -0.092 0.052
Si 19.931 2.827 31.071 -0.037 -0.019 0.081
Si 9.09 -0.604 31.228 -0.044 0.039 -0.023
Si 3.822 6.273 24.436 -0.045 -0.07 -0.02
Si 5.549 13.422 28.555 0.04 -0.131 0.021
Si 12.787 9.498 29.708 0.059 -0.185 -0.025
Si 1.366 14.929 5.435 0.005 0.013 0.011
Si 4.113 1.338 5.481 0.025 0.013 0.009
Si 1.39 4.079 5.457 -0.007 -0.01 0.004
Si 4.075 6.808 5.435 -0.005 -0.001 0.001
Si 1.367 9.575 5.454 0 -0.005 0.015
Si 4.08 12.224 5.389 0.001 -0.001 0.009
Si 6.793 14.972 5.393 0.005 0.003 0.003
Si 9.522 1.337 5.459 0.005 -0.001 0.011
Si 6.788 4.105 5.511 -0.002 -0.017 0.018
Si 9.513 6.833 5.459 0.002 0.01 0.007
Si 6.785 9.533 5.401 -0.031 -0.007 0.01
Si 9.493 12.226 5.4 -0.001 -0.011 0.005
Si 12.249 14.949 5.445 0.016 -0.001 0.001
Si 14.987 1.323 5.457 0.002 -0.022 0.005
Si 12.269 4.075 5.481 -0.002 0.006 0.016
Si 14.929 6.813 5.48 0 -0.006 0.015
Si 12.228 9.537 5.427 -0.007 0.019 0.015
Si 14.963 12.242 5.406 -0.005 0.003 0.012
Si 2.718 -0.017 6.803 0 0 -0.004
Si 5.447 2.713 6.845 0.008 -0.008 0.009
Si 2.732 5.448 6.814 0.008 -0.007 0.001
Si 5.44 8.172 6.784 0.005 0.011 -0.002
Si 2.737 10.904 6.809 0 0.002 0.005
Si 5.431 13.605 6.755 -0.016 0.006 -0.008
Si 8.157 -0.025 6.798 0.003 0.009 0
Si 10.884 2.712 6.811 0.002 -0.007 -0.001
Si 8.168 5.466 6.831 -0.01 -0.003 0.003
Si 10.877 8.185 6.809 -0.004 0.001 -0.004
Si 8.145 10.88 6.779 -0.005 0.003 -0.002
Si 10.873 13.575 6.773 0.002 -0.004 -0.002
Si 13.604 -0.013 6.811 -0.004 0.003 0.003
Si 16.342 2.705 6.804 0.001 -0.004 -0.004
Si 13.599 5.444 6.847 -0.003 0.008 0.005
Si 16.323 8.183 6.796 -0.001 0.002 -0.001
Si 13.603 10.889 6.779 0 -0.013 0.002
Si 16.316 13.588 6.796 0.002 0.006 -0.006
Si 1.367 1.347 8.171 -0.009 -0.002 0
Si 4.076 4.081 8.182 -0.005 -0.016 -0.001
Si 1.362 6.813 8.157 0.004 -0.01 -0.004
Si 4.086 9.525 8.157 -0.003 -0.006 0
Si 1.364 12.25 8.165 0.005 0.008 0
Si 4.084 14.949 8.151 0.005 0.008 0.001
Si 6.818 1.348 8.174 -0.001 0.026 0.004
Si 9.527 4.083 8.167 0.007 0.009 0.003
Si 6.796 6.823 8.169 -0.002 -0.004 -0.009
Si 9.509 9.538 8.16 0.006 -0.002 0
Si 6.79 12.247 8.134 0.001 -0.003 -0.005
Si 9.524 14.937 8.149 -0.005 -0.001 -0.006
Si 12.248 1.353 8.167 0.002 -0.002 -0.006
Si 14.979 4.071 8.168 0.006 0.005 -0.003
Si 12.227 6.812 8.175 -0.009 -0.011 0
Si 14.955 9.531 8.154 0.008 0.005 -0.01
Si 12.239 12.236 8.148 -0.01 0.001 -0.003
Si 14.961 14.948 8.165 -0.006 -0.007 -0.001
Si 16.318 -0.008 9.526 -0.001 0.003 -0.001
Si 2.715 2.718 9.534 0.004 0.008 0
Si 16.331 5.442 9.52 0.003 0 -0.002
Si 2.724 8.166 9.518 -0.001 0.002 -0.001
Si 16.319 10.885 9.515 0.005 -0.006 -0.005
Si 2.723 13.606 9.524 -0.008 0.008 -0.004
Si 5.44 -0.008 9.516 0.005 -0.003 -0.007
Si 8.17 2.719 9.525 0.006 -0.014 0
Si 5.441 5.451 9.526 0.002 -0.007 -0.002
Si 8.159 8.175 9.529 -0.003 -0.002 0.002
Si 5.445 10.887 9.512 -0.009 0.003 -0.002
Si 8.158 13.588 9.511 0.003 -0.001 -0.001
Si 10.884 -0.015 9.512 0.003 0.01 -0.001
Si 13.609 2.714 9.525 -0.011 0.004 -0.001
Si 10.877 5.444 9.53 -0.007 -0.001 0.003
Si 13.6 8.17 9.52 -0.002 -0.003 -0.005
Si 10.879 10.885 9.518 0 -0.001 0.003
Si 13.595 13.593 9.52 0.006 0.002 -0.002
Si 17.678 14.957 10.887 0.007 0.005 0.002
Si 4.082 1.355 10.88 -0.001 0.003 -0.002
Si 17.679 4.083 10.894 0 -0.007 -0.001
Si 4.081 6.809 10.887 -0.006 -0.005 -0.001
Si 17.677 9.523 10.871 -0.003 -0.003 -0.001
Si 4.083 12.24 10.874 -0.003 -0.002 -0.003
Si 6.803 14.953 10.87 -0.003 0.011 -0.004
Si 9.533 1.353 10.872 0.001 0.007 -0.005
Si 6.804 4.085 10.876 0.003 -0.001 -0.003
Si 9.518 6.808 10.886 -0.002 -0.008 0.002
Si 6.801 9.534 10.888 0.005 0.002 0
Si 9.52 12.24 10.883 0 0.001 0.002
Si 12.24 14.953 10.885 -0.003 -0.003 -0.002
Si 14.962 1.353 10.892 0.002 -0.003 0
Si 12.244 4.079 10.876 0.003 0.01 -0.002
Si 14.962 6.802 10.871 0.005 -0.008 -0.001
Si 12.239 9.525 10.88 -0.003 -0.002 0.001
Si 14.958 12.238 10.88 -0.005 0 -0.003
Si 2.715 0.002 12.24 -0.005 -0.002 -0.001
Si 5.445 2.721 12.231 -0.002 -0.002 -0.003
Si 2.72 5.45 12.248 0.005 -0.003 0.004
Si 5.438 8.173 12.248 0 0 0.004
Si 2.716 10.882 12.227 -0.001 -0.002 -0.004
Si 5.445 13.598 12.233 0.003 0.002 0.001
Si 8.169 -0.006 12.223 0.002 0.006 -0.006
Si 10.887 2.715 12.234 0 -0.011 -0.004
Si 8.158 5.446 12.241 -0.004 -0.001 0.003
Si 10.887 8.162 12.244 0.002 -0.004 0.004
Si 8.169 10.88 12.252 0.002 0.004 0.006
Si 10.881 13.596 12.249 -0.002 0.004 0.004
Si 13.602 -0.011 12.251 0 0.01 0.003
Si 16.315 2.723 12.254 0.001 0.012 0.005
Si 13.602 5.441 12.23 -0.007 -0.005 -0.003
Si 16.317 8.165 12.23 0.002 -0.001 -0.003
Si 13.598 10.881 12.242 0.006 -0.002 -0.002
Si 16.318 13.593 12.245 0 0.001 0
Si 17.677 1.358 13.609 0.005 0.001 0.005
Si 4.088 4.084 13.593 0.007 -0.008 0.003
Si 17.672 6.817 13.6 -0.007 0.005 0.009
Si 4.066 9.536 13.599 -0.012 0.007 0
Si 17.677 12.224 13.598 0.01 -0.003 0.003
Si 4.074 14.953 13.584 -0.002 0.009 0.003
Si 6.816 1.358 13.575 0.004 -0.004 -0.001
Si 9.525 4.08 13.587 -0.001 -0.001 0.003
Si 6.805 6.811 13.603 -0.006 0 0.005
Si 9.535 9.519 13.612 0.002 -0.011 0.002
Si 6.807 12.248 13.6 0.003 -0.002 0.005
Si 9.517 14.963 13.6 -0.007 0.008 0
Si 12.24 1.357 13.602 0 0.008 0.004
Si 14.944 4.087 13.606 -0.007 0.005 0.002
Si 12.253 6.799 13.597 0.012 -0.012 -0.003
Si 14.957 9.517 13.596 -0.006 -0.003 0.002
Si 12.243 12.234 13.612 -0.004 0.004 0.004
Si 14.958 14.943 13.614 0.008 -0.008 0.006
Si 16.318 -0.013 14.968 -0.005 0.007 -0.002
Si 2.727 2.727 14.952 -0.001 0.009 0.002
Si 16.291 5.471 14.951 0.001 -0.01 0.002
Si 2.698 8.189 14.966 0.007 0.001 0.006
Si 16.317 10.862 14.963 -0.005 -0.005 0
Si 2.718 13.589 14.947 -0.001 -0.001 0
Si 5.455 -0.009 14.916 -0.009 -0.006 -0.001
Si 8.166 2.719 14.943 -0.002 -0.004 0.006
Si 5.442 5.45 14.956 -0.002 0.005 -0.004
Si 8.177 8.158 14.97 0.009 0.003 -0.001
Si 5.43 10.9 14.947 0.001 0.006 -0.006
Si 8.17 13.6 14.968 -0.005 0.005 0.004
Si 10.877 0 14.959 0.001 0.003 -0.003
Si 13.587 2.72 14.97 0 0.002 0.001
Si 10.894 5.432 14.942 0 0.003 0.003
Si 13.604 8.163 14.966 -0.004 -0.005 0.004
Si 10.896 10.872 14.984 0.009 -0.003 0.002
Si 13.604 13.578 14.985 0.005 0.004 -0.002
O 17.627 6.176 32.575 0.487 -0.578 -0.143
O 8.758 9.855 25.083 0.491 0.043 0.01
O 14.095 10.216 25.028 0.165 -0.194 0.42
O 7.532 7.31 30.546 0.048 -0.284 -0.386
O 14.59 0.583 22.646 0.076 -0.243 0.29
O 12.473 5.909 29.791 0.117 0.062 -0.457
O 4.958 8.107 30.351 0.167 0.467 -0.285
O 19.147 10.957 22.199 0.045 0.163 0.307
O 12.388 0.891 27.013 -0.112 0.247 0.219
O 17.695 9.097 23.218 -0.358 -0.05 0.098
O 7.777 5.176 33.422 -0.127 -0.121 -0.526
O 13.317 -0.266 33.457 -0.094 -0.186 -0.299
O 12.368 7.485 26.883 0.258 -0.11 0.658
O 8.07 -2.087 25.856 0.128 0.084 -0.259
O 8.607 -1.265 32.621 -0.648 0.115 0.034
O 9.266 3.185 32.682 0.442 -0.082 -0.434
O 6.453 12.691 27.405 0.011 -0.481 0.111
O 16.643 10.231 30.456 0.128 0.536 0.202
O 19.203 2.468 27.305 0.419 -0.292 0.199
O 16.087 7.915 33.677 0.108 0.091 -0.186
O 18.994 0.6 25.275 0.354 -0.282 0.41
O 18.586 9.906 25.628 0.349 0.164 0.04
O 5.474 8.126 22.147 -0.084 -0.146 0.527
O 10.032 1.629 23.259 0.393 -0.366 0.448
O 8.854 8.925 32.194 -0.347 0.22 -0.096
O 12.692 11.007 30.248 -0.161 0.208 -0.234
O 12.437 -1.03 22.91 -0.094 -0.027 0.434
O 13.599 5.335 22.274 0.027 0.089 0.288
O 14.424 1.364 30.947 0.198 -0.325 0.379
O 10.614 7.858 33.629 -0.034 0.039 0.067
O 16.264 2.582 22.06 -0.19 -0.092 0.615
O 15.432 -1.268 26.877 0.473 -0.15 0.507
O 6.266 1.132 29.179 -0.381 -0.271 -0.146
O 16.091 2.341 33.499 0.267 0.076 -0.422
O 17.688 0.341 32.828 -0.158 0.001 -0.302
O 17.076 12.58 32.527 0.195 -0.002 -0.334
O 10.891 3.21 25.459 -0.29 -0.1 0.374
O 10.514 -2.901 33.462 -0.078 -0.103 -0.26
O 17.155 0.87 27.023 0.212 -0.182 0.268
O 17.45 4.329 28.032 -0.068 0.329 -0.532
O 18.316 12.055 29.454 -0.17 0.107 0.365
O 6.351 -1.684 23.01 0.304 0.15 0.277
O 7.241 1.351 32.651 -0.204 -0.382 -0.317
O 16.417 11.173 25.513 0.159 0.124 -0.035
O 14.167 3.632 32.403 -0.303 0.446 -0.35
O 19.534 1.279 31.238 0.009 -0.154 -0.435
O 8.013 -0.068 27.615 0.003 0.649 -0.221
O 17.865 -0.506 23.036 -0.428 0.309 0.235
O 7.454 7.704 25.757 -0.092 0.08 -0.313
O 18.061 4.191 22.979 0.593 0.238 0.102
O 17.692 2.876 25.247 -0.499 0.018 -0.1
O 13.411 3.116 25.871 0.73 0.029 0.1
O 16.773 5.273 30.305 0.113 -0.202 0.058
O 12.79 -2.647 30.841 0.413 0.39 0.22
O 6.253 5.973 27.391 0.219 0.166 0.361
O 14.448 12.776 25.796 -0.46 0.056 0.447
O 12.25 5.437 25.318 -0.424 0.003 -0.533
O 9.351 4.057 23.535 -0.228 -0.002 -0.399
O 19.152 9.622 29.861 0.166 0.231 -0.24
O 5.107 -2.887 33.42 0.059 -0.15 -0.472
O 7.237 11.914 24.935 -0.08 0.107 0.261
O 20.123 -0.697 32.836 0.347 0.254 -0.262
O 16.247 -2.375 30.418 -0.382 -0.323 -0.287
O 6.967 4.79 22.809 -0.299 0.346 0.33
O 7.076 10.013 23.073 -0.252 0.042 0.348
O 8.879 -2.387 28.246 -0.399 0.082 0.235
O 10.742 8.198 22.22 0.036 -0.124 0.531
O 17.355 10.198 27.913 -0.174 -0.289 -0.034
O 11.662 9.775 25.725 -0.244 0.455 -0.011
O 11.866 3.501 23.027 0.415 -0.035 0.068
O 17.92 -1.86 28.485 -0.237 0.273 -0.296
O 5.567 5.669 29.918 -0.231 -0.274 0.27
O 14.472 -1.273 24.44 0.562 -0.359 -0.225
O 12.236 1.813 32.348 -0.373 0.148 -0.38
O 10.943 12.929 29.317 0.441 -0.602 -0.151
O 14.985 11.952 23.34 -0.095 0.02 0.124
O 5.896 -1.329 28.559 -0.265 0.379 0.01
O 5.305 6.341 25.022 0.028 -0.111 0.018
O 5.847 6.667 32.408 -0.597 0.273 -0.092
O 20.308 13.292 28.247 0.156 -0.051 -0.097
O 6.8 11.781 32.312 0.421 -0.175 -0.117
O 8.189 -0.003 22.273 0.092 0.091 0.19
O 15.197 -1.932 32.764 0.338 0.265 -0.41
O 3.884 6.119 22.831 -0.382 -0.521 -0.008
O 5.497 13.784 25.3 -0.217 -0.02 0.278
O 16.701 0.167 29.969 0.081 0.253 0.009
O 10.364 -0.841 26.7 0.004 0.216 -0.314
O 16.678 5.263 24.925 -0.22 -0.175 0.47
O 14.864 1.054 25.849 0.286 0.188 -0.325
O 19.315 5.022 25.059 0.375 -0.079 0.215
O 16.217 2.756 29.704 0.131 0.044 0.008
O 12.824 -1.642 26.422 -0.308 -0.251 -0.275
O 12.226 6.283 32.361 0.306 -0.496 -0.11
O 12.182 8.39 30.723 0.055 0.062 0.138
O 7.867 -0.71 30.194 -0.168 -0.021 0.189
O 20.206 4.836 27.985 -0.208 0.525 -0.112
O 8.516 12.665 30.5 0.26 0.158 0.49
O 10.464 -1.318 30.82 0.169 -0.041 0.077
O 5.188 2.91 30.783 0.129 0.266 0.404
O 11.921 9.5 28.349 -0.151 0.511 -0.137
O 9.159 11.293 28.373 0.236 -0.091 -0.571
O 18.624 10.723 33.449 0.061 0.035 -0.408
O 9.129 11.646 23.102 0.094 0.128 0.235
O 10.812 13.474 22.156 0.183 -0.184 0.472
O 5.89 12.794 30.008 -0.429 -0.019 0.404
O 14.725 9.439 32.188 -0.453 0.148 -0.155
O 19.098 3.399 29.824 -0.243 0.24 0.181
O 14.71 12.124 31.52 0.08 -0.515 0.156
O 12.311 10.094 23.097 0.189 0.543 0.037
O 5.381 2.837 22.07 -0.193 -0.075 0.531
O 12.174 4.322 27.754 -0.366 -0.151 0.074
O 16.219 7.704 30.843 -0.259 -0.256 0.026
O 3.571 1.204 22.94 -0.211 0.406 0.202
O 15.457 6.914 23.25 0.309 0.169 0.074
O 6.213 3.621 28.484 0.336 -0.152 -0.365
O 7.781 2.83 30.519 0.218 0.552 -0.154
O 18.342 12.355 26.834 -0.092 0.386 -0.609
O 7.715 5.263 25.226 0.136 -0.227 0.18
O 19.825 8.779 32.331 0.176 -0.219 -0.157
O 14.886 0.864 28.385 -0.435 -0.147 -0.076
O 14.376 9.149 29.588 0.337 -0.192 -0.382
O 19.39 7.66 24.736 0.186 0.299 0.192
O 12.352 11.737 32.65 -0.018 -0.285 -0.088
O 5.1 2.394 33.658 -0.271 0.117 -0.122
O 14.689 4.667 28.758 0.148 0.157 -0.279
O 9.463 0.959 31.392 0.776 0.21 -0.231
O 12.848 3.329 30.152 -0.244 -0.255 -0.235
O 3.858 -1.248 23.805 -0.206 -0.034 0.041
O 7.594 9.466 27.547 -0.642 0.146 0.05
O 18.609 -1.211 30.892 0.278 -0.447 -0.131
O 4.607 12.675 23.047 0.001 -0.198 0.376
O 16.826 7.883 25.299 -0.292 0.373 0.352
O 9.86 8.353 26.909 -0.189 -0.295 0.055
O 19.612 3.706 32.405 -0.623 0.51 -0.279
O 18.783 7.124 30.483 0.218 -0.439 -0.572
O 7.142 10.521 29.97 -0.342 -0.374 -0.129
O 9.243 9.009 29.618 0.35 -0.066 -0.337
O 12.042 -1.004 28.811 0.349 0.427 0.274
O 12.885 7.902 24.37 -0.178 -0.218 -0.581
O 16.383 13.78 22.187 -0.096 0.102 0.187
O 8.902 6.559 23.137 0.092 0.323 0.36
O 14.609 6.549 25.767 0.12 -0.105 0.675
O 12.757 0.909 24.462 -0.321 0.312 -0.381
O 10.118 6.863 30.857 -0.324 -0.45 0.057

Results
total energy: -101654.781 eV
total energy less fixed offsets of O -438.35, Si -107.03 eV per atom: -1.581 eV
